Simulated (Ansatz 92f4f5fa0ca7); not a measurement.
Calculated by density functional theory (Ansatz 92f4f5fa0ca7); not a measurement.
Periodic cell of 224 atoms, Si132O90As1H1, from a study of silicon, its oxide and their interface. The atomic structure is a simulated model.
Doubt: the cutoff is far below the 930 eV that the study's wrapper takes by default for these files, so forces and energies are approximate.

Settings
functional: PBE
potential files: Ansatz PAW
basis: plane waves
wave-function cutoff: 580 eV
density cutoff ratio: 5
exchange-correlation grid ratio: 1
k mesh: 1 x 1 x 1, Gamma-centred
self-consistency stop: 5e-08 eV per atom in the density residual
occupations: fixed
spin: none
net charge: 0

Cell vectors (angstrom)
a  10.938  0  0
b  0  10.938  0
c  0  0  33.0731

Atoms: element, x, y, z (angstrom)
Si  0.3302  -0.2771  25.7152
Si  5.2511  0.4212  25.569
Si  2.9428  2.5204  25.4808
Si  8.1067  3.0469  25.4983
Si  -0.3983  5.8886  25.6166
Si  5.8837  5.1883  25.6682
Si  2.5833  8.5644  25.6277
Si  8.3821  8.1445  25.3131
Si  1.4367  1.392  26.9417
Si  6.8798  1.4953  26.9004
Si  4.1422  4.0772  26.8761
Si  9.524  4.2331  26.9699
Si  1.3559  6.9346  26.8843
Si  6.9372  6.9137  26.8737
Si  4.1466  9.71  26.9363
Si  9.5693  9.5413  26.9023
Si  2.7447  0.0297  28.3328
Si  8.1984  0.0178  28.2414
Si  -0.0062  2.7726  28.2475
Si  5.4704  2.7526  28.3153
Si  2.7287  5.4789  28.2256
Si  8.174  5.53  28.3398
Si  -0.0182  8.2112  28.3167
Si  5.4848  8.227  28.2347
Si  4.1018  1.3673  29.6548
Si  9.5708  1.3673  29.6548
Si  1.3673  4.1018  29.6548
Si  6.8362  4.1018  29.6548
Si  4.1018  6.8362  29.6548
Si  9.5708  6.8362  29.6548
Si  1.3673  9.5708  29.6548
Si  6.8362  9.5708  29.6548
Si  0  0  31.0221
Si  5.469  0  31.0221
Si  2.7345  2.7345  31.0221
Si  8.2035  2.7345  31.0221
Si  0  5.469  31.0221
Si  5.469  5.469  31.0221
Si  2.7345  8.2035  31.0221
Si  8.2035  8.2035  31.0221
Si  1.3673  1.3673  32.3893
Si  6.8362  1.3673  32.3893
Si  4.1018  4.1018  32.3893
Si  9.5708  4.1018  32.3893
Si  1.3673  6.8362  32.3893
Si  6.8362  6.8362  32.3893
Si  4.1018  9.5708  32.3893
Si  9.5708  9.5708  32.3893
Si  2.7345  0  0.6835
Si  8.2035  0  0.6835
Si  0  2.7345  0.6835
Si  5.469  2.7345  0.6835
Si  2.7345  5.469  0.6835
Si  8.2035  5.469  0.6835
Si  0  8.2035  0.6835
Si  5.469  8.2035  0.6835
Si  4.1018  1.3673  2.0507
Si  9.5708  1.3673  2.0507
Si  1.3673  4.1018  2.0507
Si  6.8362  4.1018  2.0507
Si  4.1018  6.8362  2.0507
Si  9.5708  6.8362  2.0507
Si  1.3673  9.5708  2.0507
Si  6.8362  9.5708  2.0507
Si  0  0  3.418
Si  5.469  0  3.418
Si  2.7345  2.7345  3.418
Si  8.2035  2.7345  3.418
Si  0  5.469  3.418
Si  5.469  5.469  3.418
Si  2.7345  8.2035  3.418
Si  8.2035  8.2035  3.418
Si  1.3927  1.3223  4.7318
Si  6.8727  1.3468  4.8697
Si  4.1484  4.0045  4.8127
Si  9.5743  4.0751  4.7803
Si  1.3584  6.8035  4.7906
Si  6.7759  6.8777  4.6938
Si  4.0954  9.562  4.8107
Si  9.5703  9.5769  4.8184
Si  2.695  -0.0369  6.1492
Si  8.2278  -0.0125  6.3031
Si  0.0083  2.6078  6.0834
Si  5.5032  2.6268  6.3362
Si  2.6394  5.3063  6.0889
Si  8.1012  5.4868  5.9487
Si  -0.0112  8.149  6.1794
Si  5.4211  8.1464  6.1385
Si  3.7701  1.4824  7.6079
Si  9.9727  1.085  7.6178
Si  1.5268  3.6964  7.5163
Si  6.6326  4.4365  7.4418
Si  4.235  6.4369  7.3374
Si  9.2191  6.9874  7.3356
Si  1.1718  9.7027  7.5284
Si  7.0426  9.2368  7.4763
O  9.5042  6.9846  24.8512
O  4.0749  1.4236  24.9055
O  8.185  8.1304  7.9826
O  2.8453  2.8028  7.9493
O  6.9371  4.1027  24.9291
O  1.4304  9.6064  25.009
O  5.431  5.4661  7.9716
O  0.0746  -0.1271  8.1097
O  7.5587  4.2473  8.8128
O  10.7759  6.484  15.7176
O  9.6271  6.0206  8.6254
O  1.8218  9.0103  8.876
O  3.8641  0.6798  9.063
O  0.7376  3.8514  8.9759
O  9.7677  1.948  9.0335
O  3.2499  6.7842  8.6069
O  7.7962  8.8745  23.8914
O  8.9649  2.533  24.1606
O  5.2836  6.0641  24.4198
O  2.1378  3.0834  24.1189
O  10.5362  0.3941  24.4315
O  0.1924  4.9209  24.426
O  3.4491  8.0618  24.3048
O  6.1322  10.8186  24.2949
Si  10.72  -2.9521  19.7116
Si  11.8714  5.6421  20.7671
Si  2.9286  4.4669  16.837
Si  15.5404  2.128  16.847
Si  2.7968  -2.9929  9.6399
Si  6.1678  -1.3961  15.7533
Si  6.8707  -4.0047  11.5972
Si  6.2394  2.9317  19.3158
Si  9.2315  -0.6909  16.2987
Si  6.3625  0.2398  20.3887
Si  10.5888  3.0644  9.9279
Si  0.5941  12.0727  20.9098
Si  3.8891  0.6214  10.6975
Si  1.9183  10.3333  12.8062
Si  15.1876  -0.4907  18.0447
Si  7.2026  -0.6612  23.1994
Si  -2.101  3.2325  17.5424
Si  6.0346  12.2615  14.4427
Si  6.6765  6.6565  14.498
Si  14.6312  7.2184  20.8012
Si  -1.2562  1.2732  23.3893
As  0.7277  -5.6762  14.7709
Si  5.2406  5.6811  18.7391
Si  3.5933  2.724  12.771
Si  8.6425  5.176  9.6342
Si  9.2514  -0.4865  19.3325
Si  7.8563  6.0463  17.0629
Si  -5.3219  -1.5243  10.2758
Si  3.9254  -4.3319  23.7426
Si  4.4909  5.749  12.8672
Si  0.5439  1.9442  12.7735
Si  -1.9348  1.8729  14.6595
Si  1.5547  4.5443  23.6371
Si  0.6828  -7.5982  18.8013
Si  10.2757  7.5833  16.7814
Si  1.9327  7.2862  12.4906
Si  2.3293  -1.1824  20.2555
O  5.1587  -0.1824  19.3701
O  4.8183  2.039  13.62
O  11.1256  -3.4108  18.184
O  4.991  2.5793  18.3444
O  -0.749  13.3892  13.6667
O  -4.5847  -0.65  21.7742
O  3.7395  4.3355  12.6778
O  -5.63  -0.1228  11.0738
O  7.4828  -3.9818  13.1092
O  12.7104  -7.3049  17.6402
O  5.3941  5.6882  14.216
O  2.0305  2.4911  13.2887
O  7.6511  -1.0596  16.3208
O  10.2571  2.7525  18.1595
O  -1.3371  -0.143  17.7849
O  9.5269  0.4176  15.1601
O  2.9426  10.6482  14.0364
O  8.4665  0.3198  22.8549
O  3.4479  6.9848  13.0172
O  0.9548  6.1991  13.2206
O  16.8481  4.4975  19.6932
O  3.7601  3.2795  16.0754
O  7.6161  2.6734  18.4685
O  7.5382  1.7366  13.899
O  7.6526  -5.1308  15.4655
O  10.7857  1.7344  22.2518
O  10.3237  0.3391  20.1972
O  -3.0068  6.2487  10.6109
O  3.7491  0.7584  17.093
O  6.1501  -2.8897  15.1319
O  5.0886  -1.4308  17.0008
O  8.7946  2.8235  15.9684
O  0.4056  4.7438  19.539
O  5.4769  6.0567  11.5916
O  10.6842  6.7845  20.8384
O  4.1818  -2.2668  10.0879
O  2.8517  -1.0354  18.7008
O  2.3357  -4.5363  20.4057
O  8.7207  7.3903  17.2643
O  -8.2585  -0.2422  11.3984
O  6.3259  9.7828  8.8602
O  3.7822  2.1456  11.2538
O  12.875  11.1133  21.1084
O  1.9737  -3.7181  10.8514
O  9.342  -2.0829  19.7103
O  8.748  4.8445  17.6635
O  5.9541  1.8643  15.9895
O  4.8037  6.9588  19.6482
O  3.9223  5.2454  17.8711
O  1.442  8.7833  12.8724
O  6.3983  6.2066  17.7383
O  2.3142  -5.4635  15.6958
O  6.2372  1.8877  20.5941
O  11.3086  2.4017  11.2262
O  11.8805  8.9655  20.2157
O  4.294  -4.2929  22.1775
O  5.8471  -0.3049  14.5639
O  10.2714  -1.917  16.0094
O  -1.3946  4.1614  10.5226
O  7.7439  -0.0416  19.6189
O  12.1328  2.294  19.9354
O  2.701  5.6035  24.0713
O  0.5654  0.314  12.8707
O  14.3604  -2.1211  21.0232
O  1.1858  4.6877  22.0563
O  6.6023  -2.464  11.1577
H  2.6292  10.5838  14.9525

Results
free energy: -139968.065 eV
free energy less fixed offsets of As -4856.12, H -15.97, O -568.88, Si -635.61 eV per atom: 3.745 eV

Forces (eV/angstrom), in the order of the atoms: element, x, y, z
Si  0.0929  -0.0989  -0.2234
Si  0.0334  0.0603  -0.1138
Si  0.1386  -0.1914  -0.1638
Si  -0.0143  0.1247  -0.0756
Si  0.0735  0.0543  -0.0457
Si  0.0135  -0.0003  -0.1376
Si  -0.1722  0.1943  -0.1504
Si  0.1138  0.0198  -0.1109
Si  -0.0797  0.0483  -0.1553
Si  0.0102  -0.0438  -0.2362
Si  -0.0247  0.1063  -0.2561
Si  0.066  -0.0079  -0.1874
Si  0.0033  -0.0762  -0.2563
Si  -0.0579  -0.0532  -0.2272
Si  0.0619  0.0263  -0.1949
Si  -0.002  0.0859  -0.2427
Si  -0.0013  -0.0008  0.1013
Si  -0.0465  -0.0236  0.02
Si  -0.02  -0.0292  0.0652
Si  -0.0172  -0.0203  -0.0401
Si  -0.0264  -0.013  -0.0178
Si  -0.0203  0.0274  0.0619
Si  -0.0159  -0.0583  -0.0448
Si  -0.0982  -0.0504  0.0844
Si  0.1918  0.0911  0.3994
Si  0.0465  0.0938  -0.3748
Si  0.0598  0.1142  -0.2921
Si  -0.2102  0.3171  0.2876
Si  0.0351  0.0602  -0.492
Si  0.1484  -0.0108  0.4785
Si  -0.072  0.1273  0.1522
Si  0.05  0.1043  -0.2844
Si  0.0803  -0.0076  -0.0114
Si  -0.0098  0.0401  -0.0066
Si  0.0919  0.0259  -0.018
Si  0.014  0.0169  -0.0341
Si  -0.0004  0.0777  -0.011
Si  0.0465  -0.0757  0.0106
Si  -0.0124  -0.0047  -0.0336
Si  0.0952  0.0133  -0.0096
Si  -0.0208  0.0226  -0.0143
Si  0.0098  -0.016  -0.0237
Si  -0.0551  0.0661  0.0037
Si  0.0459  0.0067  -0.023
Si  -0.016  -0.0784  -0.0208
Si  -0.0507  0.0301  -0.0249
Si  -0.0125  -0.0083  -0.0251
Si  -0.0631  0.0177  -0.007
Si  0.0553  -0.0443  0.0123
Si  -0.0105  0.0442  0.0054
Si  0.0045  -0.0225  0.0468
Si  0.0253  -0.0368  0.0038
Si  -0.0129  0.0534  0.0096
Si  -0.0045  0.0022  0.0143
Si  0.0689  -0.0116  0.0041
Si  0.0214  -0.015  0.0426
Si  -0.079  0.0573  -0.0134
Si  -0.0383  -0.0707  0.0127
Si  0.0282  0.0626  0.0222
Si  -0.0686  0.0005  0.0287
Si  -0.1043  -0.1451  -0.0002
Si  -0.0297  -0.0136  0.0251
Si  -0.1012  -0.0344  0.0039
Si  0.0759  0.0348  -0.0113
Si  -0.1395  -0.2494  -0.1933
Si  0.156  0.0375  0.4349
Si  0.3244  -0.2163  -0.2236
Si  -0.0744  -0.204  0.1791
Si  -0.0795  -0.1332  -0.0303
Si  -0.3824  -0.3267  -0.2295
Si  -0.0537  -0.0946  0.1611
Si  0.0562  0.3847  -0.1875
Si  0.0398  0.0262  -0.1171
Si  -0.0265  -0.0385  0.0052
Si  -0.0677  -0.103  0.0322
Si  0.0954  -0.0218  -0.0569
Si  0.0953  0.1071  0.0142
Si  -0.0509  0.0437  -0.202
Si  0.0449  0.0664  -0.1725
Si  0.0454  -0.0339  0.0734
Si  -0.0425  0.0309  0.1928
Si  0.1393  -0.0336  0.1424
Si  -0.0116  0.06  0.2581
Si  -0.0609  0.1319  0.1414
Si  0.1219  -0.0247  0.1697
Si  0.053  -0.0379  0.0858
Si  -0.0133  0.075  0.1203
Si  -0.0041  -0.0827  0.259
Si  0.0161  -0.028  0.1569
Si  0.0045  -0.0286  0.1715
Si  -0.1457  0.0583  0.1532
Si  -0.0525  0.0777  0.4155
Si  -0.0313  -0.1545  0.1607
Si  -0.006  -0.0407  0.3846
Si  -0.1956  -0.1437  0.1132
Si  0.032  -0.0663  0.3093
O  0.146  -0.1718  0.4755
O  0.0553  0.0048  0.5413
O  -0.0567  0.0256  -0.4797
O  -0.0755  -0.1633  -0.2502
O  -0.0673  0.0701  0.5715
O  -0.0183  0.0166  0.6583
O  -0.0527  0.0535  -0.4982
O  -0.003  0.119  -0.4198
O  -0.0919  -0.0466  -0.1559
O  0.0228  -0.1241  -0.064
O  0.0667  0.1323  -0.1078
O  0.0268  0.0195  -0.1139
O  -0.0276  0.1204  -0.3122
O  0.1074  0.0808  -0.1516
O  -0.0704  -0.1521  -0.2092
O  0.0134  0.0447  -0.0308
O  0.0467  -0.1064  0.2945
O  -0.0736  -0.0026  0.1349
O  -0.1054  0.0417  -0.039
O  -0.0202  0.1021  0.113
O  -0.0599  0.0938  -0.0283
O  0.0178  -0.0347  -0.1017
O  0.0375  -0.1692  0.0596
O  -0.041  0.0137  -0.0254
Si  0.1255  0.0222  0.1743
Si  -0.0516  0.2427  -0.1398
Si  -0.039  0.0249  -0.0316
Si  -0.0133  -0.068  0.0451
Si  -0.001  0.0413  -0.0666
Si  -0.0317  -0.0651  -0.0804
Si  -0.1838  -0.0783  0.0154
Si  -0.0845  -0.1001  0.0427
Si  0.0205  0.0171  0.106
Si  -0.0538  -0.0311  -0.0081
Si  0.2187  -0.0832  -0.0628
Si  0.1505  -0.246  -0.1593
Si  -0.0064  0.1126  0.1546
Si  -0.1492  -0.0635  -0.025
Si  -0.0673  0.0169  0.218
Si  -0.1386  -0.061  0.1398
Si  -0.031  -0.0644  0.0357
Si  -0.0048  0.0266  -0.0344
Si  -0.0379  -0.0252  -0.2571
Si  -0.1616  0.2051  -0.1109
Si  0.0834  -0.0449  0.2245
As  0.1226  0.2672  -0.0823
Si  -0.1058  0.0625  0.0458
Si  -0.0621  0.1091  -0.0738
Si  -0.2173  0.1745  0.0446
Si  0.0278  -0.066  0.0464
Si  -0.1262  -0.0188  -0.1374
Si  0.1422  -0.0592  0.345
Si  0.1697  0.1289  0.0203
Si  0.0172  -0.0566  -0.1309
Si  0.0878  -0.1679  0.0155
Si  -0.0195  -0.0628  -0.1768
Si  -0.0074  -0.0548  0.0561
Si  0.1309  0.0077  0.1485
Si  0.1306  0.0392  0.1842
Si  0.1551  0.032  0.1349
Si  -0.0989  0.0241  0.0969
O  0.0685  0.0455  0.0174
O  0.044  -0.0747  0.0212
O  -0.0533  -0.0306  -0.1088
O  -0.0099  0.0223  0.0137
O  -0.0636  0.0753  0.1089
O  0.0946  -0.0739  0.1253
O  -0.0395  -0.0679  0.0474
O  0.0027  -0.0045  -0.0965
O  -0.0242  -0.0164  0.0661
O  -0.0414  0.0102  -0.046
O  0.0479  0.0507  0.0957
O  -0.0488  -0.0091  0.0212
O  0.0301  -0.0424  0.0343
O  -0.094  -0.003  -0.123
O  0.0118  0.0074  -0.0874
O  0.0022  -0.0172  0.0097
O  0.0872  0.0192  0.039
O  0.0326  0.0623  -0.094
O  -0.0281  0.0841  0.0045
O  -0.1133  -0.2019  0.2002
O  0.0356  0.001  -0.0119
O  -0.0098  -0.001  0.0146
O  0.0644  0.0571  -0.0009
O  0.0585  -0.0241  0.0566
O  0.0821  -0.0195  0.1001
O  -0.1449  0.04  0.1362
O  0.0128  0.0653  0.0418
O  0.1203  -0.1835  -0.2065
O  0.013  0.0251  -0.0234
O  -0.0246  0.1056  0.0666
O  0.0303  -0.0035  -0.07
O  0.0025  0.0565  0.0464
O  0.0087  0.0332  0.0379
O  0.0937  0.071  -0.002
O  0.0557  -0.0744  -0.1306
O  -0.0971  -0.0625  -0.0027
O  0.063  0.0457  -0.1348
O  -0.0384  -0.1024  0.0159
O  -0.0221  -0.0027  -0.009
O  0.064  0.0066  -0.0976
O  0.0908  0.0334  -0.3026
O  0.0271  -0.0691  -0.0097
O  -0.0876  0.0424  -0.0665
O  0.0164  0.0281  -0.0967
O  -0.0168  -0.0194  -0.0518
O  0.0382  0.0299  0.0408
O  0.0377  0.017  0.0338
O  0.0572  -0.1014  -0.0464
O  0.0349  0.0054  0.0161
O  -0.0131  0.07  0.0145
O  0.0453  -0.0134  0.0221
O  -0.0984  -0.0606  0.0445
O  0.0342  0.0396  -0.1009
O  -0.0324  0.0382  -0.2347
O  -0.017  0.0092  -0.0328
O  0.0343  -0.0449  0.1697
O  -0.0221  0.0244  -0.0152
O  -0.0231  0.0228  -0.0468
O  -0.0187  0.0055  -0.0318
O  -0.004  0.0375  -0.0176
O  -0.0211  0.0337  -0.0291
O  -0.0679  -0.036  0.0026
O  0.0144  0.0522  0.0156
O  0.0223  -0.0914  0.0122
O  0.064  -0.1437  0.2541
O  -0.0402  0.0925  -0.1147
H  -0.0159  0.0195  -0.1114

The program warned: the cutoff lies below the one the program advises for these potential files; the forces do not sum to zero within the program's tolerance; the exchange-correlation potential is rough where the density is thin.
